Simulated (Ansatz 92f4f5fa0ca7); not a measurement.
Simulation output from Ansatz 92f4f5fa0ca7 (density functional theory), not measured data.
Periodic cell of 220 atoms, Si132O88, from a study of silicon, its oxide and their interface. The atomic structure is a simulated model.

Settings: functional PBE; potential files Ansatz PAW; basis plane waves; wave-function cutoff 700 eV; density cutoff ratio 5; exchange-correlation grid ratio 1; k mesh 2 x 2 x 1, shifted by 0.5 0.5 0.5 of a step; self-consistency stop 5e-08 eV per atom in the density residual; occupations fixed; spin none; net charge 0.

Cell vectors (angstrom)
a, 10.938, 0, 0
b, 0, 10.938, 0
c, 0, 0, 32.5389

Atoms and the computed forces on them: element, x, y, z (angstrom), force x, y, z (eV/angstrom)
Si, -0.2982, 0.1725, 25.0311, -0.0264, -0.0103, 0.0038
Si, 5.642, -0.1608, 25.0634, 0.0027, -0.016, -0.0242
Si, 2.7186, 3.2457, 24.7399, -0.0139, -0.0358, 0.0429
Si, 8.5165, 2.4983, 25.0586, 0.0241, -0.007, -0.0314
Si, 0.229, 5.1454, 25.0909, -0.0041, -0.0341, -0.03
Si, 5.3272, 5.7107, 24.929, 0.0139, -0.0017, 0.0016
Si, 3.078, 7.9357, 25.0202, 0.0203, 0.0001, -0.0114
Si, 7.7637, 8.4721, 25.1504, 0.0073, 0.0201, 0.008
Si, 1.2605, 1.1573, 26.4786, 0.0131, 0.0386, -0.0356
Si, 6.8628, 1.3829, 26.3538, 0.0136, 0.0046, 0.0129
Si, 4.1471, 4.2076, 26.3222, -0.0407, -0.0057, -0.0184
Si, 9.6402, 4.0161, 26.4575, -0.0248, 0.012, 0.0043
Si, 1.3928, 6.8238, 26.3034, 0.0216, -0.0108, 0.0241
Si, 6.7694, 6.8228, 26.4294, -0.0013, 0.0163, -0.015
Si, 4.1349, 9.5407, 26.3912, -0.02, -0.0122, 0.0033
Si, 9.485, 9.5451, 26.3437, -0.0254, 0.0154, -0.0239
Si, 2.7516, -0.0721, 27.7835, 0.0255, -0.0101, 0.0198
Si, 8.1984, 0.0105, 27.761, 0.0133, -0.0197, -0.0215
Si, 0.0446, 2.6854, 27.8154, 0.0111, -0.0113, 0.01
Si, 5.4613, 2.7532, 27.6939, -0.0003, 0.009, 0.0118
Si, 2.7345, 5.4872, 27.742, 0.0089, 0.006, -0.0123
Si, 8.2211, 5.454, 27.7317, 0.0114, -0.0007, -0.0183
Si, -0.0009, 8.1994, 27.6914, 0.0005, -0.0041, 0.0027
Si, 5.4566, 8.194, 27.8049, -0.0017, 0.0088, -0.0183
Si, 4.1018, 1.3673, 29.1206, 0.0393, 0.0637, -0.3381
Si, 9.5708, 1.3673, 29.1206, -0.0644, -0.2141, 0.3278
Si, 1.3673, 4.1018, 29.1206, 0.3005, 0.0875, 0.1351
Si, 6.8362, 4.1018, 29.1206, -0.0615, -0.0263, -0.2775
Si, 4.1018, 6.8362, 29.1206, -0.2656, -0.0532, 0.3168
Si, 9.5708, 6.8362, 29.1206, 0.0985, 0.0359, -0.3079
Si, 1.3673, 9.5708, 29.1206, -0.2035, -0.4163, 0.0741
Si, 6.8362, 9.5708, 29.1206, 0.0854, 0.0558, 0.1627
Si, 0, 0, 30.4879, -0.088, -0.0194, -0.0054
Si, 5.469, 0, 30.4879, 0.0451, 0.0228, -0.0087
Si, 2.7345, 2.7345, 30.4879, 0.0012, 0.061, 0.0033
Si, 8.2035, 2.7345, 30.4879, 0.0032, -0.0304, -0.0228
Si, 0, 5.469, 30.4879, 0.0157, 0.0252, -0.021
Si, 5.469, 5.469, 30.4879, -0.0165, 0.0119, -0.0268
Si, 2.7345, 8.2035, 30.4879, -0.1144, -0.1324, 0.0333
Si, 8.2035, 8.2035, 30.4879, 0.0166, 0.0516, -0.0155
Si, 1.3673, 1.3673, 31.8551, 0.0114, -0.0349, -0.0032
Si, 6.8362, 1.3673, 31.8551, 0.0368, -0.0235, -0.0057
Si, 4.1018, 4.1018, 31.8551, 0.03, -0.0113, 0.0115
Si, 9.5708, 4.1018, 31.8551, -0.0443, 0.0084, -0.0171
Si, 1.3673, 6.8362, 31.8551, 0.0769, 0.0194, 0.0077
Si, 6.8362, 6.8362, 31.8551, 0.0062, -0.0153, -0.0017
Si, 4.1018, 9.5708, 31.8551, -0.0524, 0.0337, -0.0122
Si, 9.5708, 9.5708, 31.8551, 0.0382, -0.0057, 0.0172
Si, 2.7345, 0, 0.6835, 0.0299, -0.0048, -0.0075
Si, 8.2035, 0, 0.6835, -0.0617, 0.0719, -0.043
Si, 0, 2.7345, 0.6835, -0.0051, 0.0105, 0.0239
Si, 5.469, 2.7345, 0.6835, -0.0365, 0.0161, 0.0183
Si, 2.7345, 5.469, 0.6835, -0.1098, 0.0517, -0.0411
Si, 8.2035, 5.469, 0.6835, 0.0872, -0.0361, -0.0153
Si, 0, 8.2035, 0.6835, -0.0534, -0.0388, 0.0223
Si, 5.469, 8.2035, 0.6835, 0.025, -0.0092, 0.0219
Si, 4.1018, 1.3673, 2.0507, -0.0533, -0.0692, 0.0481
Si, 9.5708, 1.3673, 2.0507, -0.1187, -0.187, -0.0497
Si, 1.3673, 4.1018, 2.0507, 0.1964, 0.1252, -0.0356
Si, 6.8362, 4.1018, 2.0507, 0.077, 0.0751, 0.0484
Si, 4.1018, 6.8362, 2.0507, -0.0641, -0.1178, -0.0312
Si, 9.5708, 6.8362, 2.0507, -0.0957, -0.0069, 0.0087
Si, 1.3673, 9.5708, 2.0507, 0.101, 0.1216, 0.0485
Si, 6.8362, 9.5708, 2.0507, 0.1553, 0.0951, -0.0154
Si, 0, 0, 3.418, -0.2278, 0.2017, -0.1803
Si, 5.469, 0, 3.418, -0.102, -0.0079, 0.1093
Si, 2.7345, 2.7345, 3.418, 0.0068, 0.3305, -0.1446
Si, 8.2035, 2.7345, 3.418, -0.0468, -0.2444, 0.2149
Si, 0, 5.469, 3.418, 0.2793, 0.1152, 0.1115
Si, 5.469, 5.469, 3.418, -0.2492, 0.1146, -0.0081
Si, 2.7345, 8.2035, 3.418, 0.224, 0.0215, 0.3202
Si, 8.2035, 8.2035, 3.418, 0.0936, -0.0132, -0.5677
Si, 1.2423, 1.5144, 4.7365, -0.0018, -0.0016, 0.0035
Si, 6.8204, 1.3407, 4.818, -0.018, 0.02, 0
Si, 4.1425, 4.0649, 4.814, -0.003, 0.0098, 0.0073
Si, 9.5713, 4.1163, 4.7624, 0.0222, -0.0225, 0.0009
Si, 1.4178, 6.8237, 4.8266, -0.0031, 0.0086, -0.0126
Si, 6.7403, 6.9698, 4.73, -0.0064, 0.0056, 0.0062
Si, 4.091, 9.6112, 4.834, 0.0235, -0.0149, 0.0096
Si, 9.636, 9.4828, 4.7437, -0.0092, -0.0006, 0.0081
Si, 2.6316, 0.1598, 5.9841, 0.0108, -0.0299, 0.0251
Si, 8.2365, -0.1136, 6.041, -0.0603, -0.0197, -0.0038
Si, -0.0116, 2.8978, 6.284, 0.0212, -0.0056, -0.0291
Si, 5.4899, 2.7006, 6.2745, -0.0254, 0.0165, -0.0258
Si, 2.8513, 5.5067, 6.201, -0.0315, 0.0134, 0.0044
Si, 8.1559, 5.5661, 5.9006, 0.0112, -0.0363, 0.0301
Si, 0.0914, 8.2121, 6.2169, -0.019, 0.021, -0.0121
Si, 5.545, 8.3517, 6.3049, 0.0138, -0.0056, -0.0575
Si, 3.6941, 1.6371, 7.4686, -0.033, -0.021, 0.0114
Si, 9.7148, 1.1278, 7.2761, -0.0364, -0.0487, 0.0607
Si, 1.6502, 4.0804, 7.6401, 0.016, 0.0112, 0.0267
Si, 6.7643, 4.404, 7.3482, 0.0232, 0.0281, -0.0015
Si, 4.5194, 6.6173, 7.4985, 0.007, -0.0379, 0.0637
Si, 9.3578, 6.9669, 7.3036, -0.0236, -0.0245, 0.0057
Si, 1.1295, 10.0044, 7.4131, 0.0072, 0.0319, 0.0081
Si, 7.3028, 9.3649, 7.7128, 0.06, -0.0141, 0.0566
O, 1.4025, 4.181, 24.4206, -0.0073, 0.0007, -0.0123
O, 6.7285, 9.6228, 24.5373, -0.0027, 0.0052, -0.0306
O, 2.6755, 2.8306, 8.0499, 0.0103, 0.0056, 0.0309
O, 8.3206, 8.0829, 7.927, -0.0098, 0.0246, 0.0296
O, 5.6278, 5.4576, 7.9141, -0.0045, 0.0139, 0.0355
O, -0.0862, 0.0901, 7.9005, 0.0141, -0.0032, 0.0305
O, 4.187, 6.8317, 24.4474, -0.0098, 0.0164, -0.0236
O, 9.5915, 1.3511, 24.5218, -0.0138, 0.012, -0.0269
O, 1.9922, 9.6679, 8.7876, 0.0096, 0.0197, 0.0024
O, 1.2038, 4.953, 9.0091, -0.0107, -0.0218, -0.0062
O, 8.5898, 1.4894, 8.4307, 0.0317, 0.025, -0.0031
O, 7.1371, 9.9091, 9.2966, -0.0043, -0.0278, -0.0225
O, 4.0096, 0.593, 8.7195, -0.021, 0.0017, 0.0098
O, 4.0551, 7.218, 8.956, 0.0205, 0.0107, 0.0076
O, 7.749, 3.952, 8.608, -0.0282, -0.0159, 0.0072
O, 9.8306, 5.9716, 8.5112, 0.0158, 0.0198, 0.012
O, 2.2691, 1.808, 25.3405, 0.0072, 0.0048, -0.0761
O, 3.4551, 2.8686, 23.3306, 0.0095, -0.0163, 0.0134
O, 7.9949, 3.2914, 23.7217, -0.0114, -0.0049, 0.0078
O, 10.1759, 5.6132, 23.838, 0.012, 0.017, 0.0008
O, 8.2713, 7.5795, 23.8556, 0.0076, -0.0026, 0.0025
O, 2.4735, 8.7296, 23.6922, -0.018, -0.0125, 0.0045
O, 7.5219, 4.3576, 21.3476, -0.0042, -0.007, -0.0006
O, 0.5044, 10.5873, 23.6592, 0.0061, -0.0035, 0.0135
Si, 3.1218, 10.5045, 9.6383, 0.0021, -0.0018, 0.0063
Si, 7.7701, 2.509, 9.3744, 0.0027, -0.0048, -0.0124
Si, 3.135, 3.6393, 12.2612, 0.002, -0.0023, 0.0012
Si, 4.5187, 1.7771, 22.7407, -0.003, 0.0036, -0.0084
Si, 6.8283, 3.8622, 22.7402, 0.0009, 0.0025, -0.0113
Si, 6.1934, 0.3771, 16.0395, -0.0046, 0.009, 0.0018
Si, -0.2441, 7.9337, 20.7138, 0.0009, 0.0042, 0.001
Si, 5.9305, 6.6675, 18.3141, -0.009, -0.0054, -0.0008
Si, 2.8405, 6.4989, 12.625, 0.0097, 0.0002, -0.0033
Si, -2.1064, 13.5004, 13.9532, 0.0025, -0.0015, 0.0084
Si, 1.7891, 2.9626, 18.4487, -0.0017, -0.0044, -0.0047
Si, 4.6788, 5.1525, 14.3128, 0.0037, -0.0017, 0.0038
Si, 4.5458, 7.89, 10.3549, -0.0185, -0.0039, -0.0003
Si, 7.2701, -5.9589, 12.8435, 0.0023, -0.0001, 0.0044
Si, 8.9328, 9.9848, 15.9217, 0.0016, 0.0022, 0.0031
Si, 0.9725, 9.0941, 23.1796, -0.0017, 0.0001, 0.0014
Si, 0.4645, -0.1259, 14.3699, 0.0004, 0.0003, -0.0001
Si, 5.6312, 2.8631, 11.1656, 0.0035, -0.0074, -0.0192
Si, 6.5422, 11.5159, 13.0381, -0.0014, -0.003, 0.0057
Si, 7.8094, 4.658, 19.7623, 0.001, -0.0012, 0.0032
Si, 7.1846, -1.7521, 10.7994, 0.0046, -0.001, 0.0085
Si, 10.0169, 2.7777, 11.2551, -0.0127, 0.0003, -0.0094
Si, 0.6142, 7.8898, 14.0088, -0.002, 0.0038, -0.0032
Si, 8.8661, -1.7619, 18.6057, 0.0048, 0.003, -0.0007
Si, 5.9287, 2.8572, 18.0929, -0.002, 0.0119, -0.0077
Si, 4.0382, 1.1248, 19.7944, -0.0048, -0.0016, 0.0012
Si, -1.5182, 7.2597, 11.8672, 0.0086, -0.0007, 0.0001
Si, 8.2505, 7.1384, 16.5709, -0.0035, -0.0053, -0.0013
Si, 10.9619, 5.2833, 19.154, 0.005, -0.0023, 0.0005
Si, 9.7184, 7.0872, 23.3346, 0.0028, -0.0019, 0.0065
Si, 10.7925, 5.575, 16.0087, -0.0027, 0.0017, 0.0062
Si, 10.7535, 5.4898, 9.7501, -0.0006, -0.0022, -0.0069
Si, 0.1355, 2.5272, 15.8683, -0.0059, -0.0072, 0.0094
Si, 5.7477, -1.2117, 18.5183, -0.0057, -0.0049, -0.0043
Si, 4.3891, 4.408, 17.3945, 0.0082, -0.003, 0.0069
Si, 12.3289, 1.1766, 11.7341, 0.0032, -0.0095, -0.0026
O, 4.7321, 4.7409, 15.851, -0.0094, 0.0052, -0.0028
O, 9.6562, -0.9611, 17.4014, -0.0219, -0.0238, 0.0001
O, 7.9479, 1.2851, 13.4742, -0.0144, 0.0183, -0.0042
O, 2.2823, 5.0329, 12.1145, 0.035, 0.0092, 0.0197
O, -6.8533, -7.5833, 10.9513, 0.0088, -0.0021, 0.0377
O, 5.8517, 2.6209, 22.352, -0.0085, 0.0068, 0.022
O, 2.8743, 3.8098, 17.5574, -0.0156, -0.0055, 0.0196
O, 6.1424, 7.9217, 10.6828, 0.0058, 0.0203, -0.0067
O, -1.0995, 10.5245, 14.7032, 0.0073, -0.0024, 0.0112
O, -0.3164, 6.7001, 10.8652, -0.0295, 0.0124, 0.019
O, 13.5443, 1.6934, 19.1492, 0.0186, 0.0172, -0.001
O, 9.4177, 4.8759, 19.5294, 0.0043, 0.0098, -0.003
O, -0.8302, 7.8636, 13.2304, 0.0077, -0.0175, -0.0164
O, -4.0177, 5.9946, 19.4289, -0.0073, -0.0169, -0.0237
O, -1.2857, 7.1822, 21.7234, 0.0249, 0.014, 0.0108
O, 7.7747, 0.136, 16.0674, -0.0153, -0.0241, 0.0048
O, 9.4863, 2.336, 15.4456, 0.0041, 0.0042, -0.0304
O, 11.2894, 4.1161, 15.411, 0.0139, 0.0144, 0.0096
O, 4.9017, 0.5729, 23.7817, 0.0041, 0.0155, -0.0063
O, 2.4639, 11.3432, 10.8394, -0.0092, 0.0031, -0.0004
O, 6.0128, 5.0438, 23.5623, 0.0048, -0.0182, -0.0006
O, 11.5329, 2.4184, 17.442, 0.023, 0.0237, 0.0034
O, 2.1188, 2.407, 12.5188, 0.0038, -0.0003, -0.0209
O, 7.3454, 3.4643, 18.7066, 0.001, 0.0212, 0.0182
O, 11.8007, -2.1364, 21.5721, -0.0227, -0.0198, 0.015
O, 4.1027, 9.4493, 10.3629, -0.0039, -0.0323, -0.0241
O, 6.5562, 15.09, 11.6151, -0.0066, -0.0123, 0.019
O, 10.0665, 2.7741, 12.8848, -0.0215, -0.0088, 0.002
O, 6.1046, 5.7005, 13.7296, -0.0112, -0.0237, -0.0113
O, 8.6324, 8.4964, 11.1358, -0.0137, -0.0114, 0.0087
O, 1.6747, -3.3599, 12.8222, 0.0096, -0.0165, 0.0147
O, 7.9525, 3.9265, 13.8965, 0.0071, -0.0082, -0.0209
O, -2.588, 8.4709, 15.6076, 0.0177, 0.006, 0.0342
O, 5.6142, 12.59, 12.2516, 0.0263, -0.0022, -0.0059
O, 8.3577, 6.0605, 12.276, 0.0001, 0.0018, 0.0019
O, 6.0184, 1.8307, 16.7937, -0.0026, -0.0232, 0.0124
O, 11.8728, 1.2414, 15.1736, -0.02, -0.0037, -0.0169
O, 11.3823, 6.7029, 19.884, -0.0153, -0.0067, 0.0065
O, -5.2008, 11.1906, 14.4584, 0.0204, 0.0065, -0.001
O, -0.0753, 8.0891, 23.9395, -0.0061, 0.0102, -0.0448
O, 5.4423, 8.1519, 18.7534, 0.0206, 0.0079, -0.0111
O, 5.4855, -0.786, 16.9474, 0.0204, 0.0105, 0.0179
O, 4.6211, -0.3625, 19.3665, 0.0035, 0.0013, -0.0005
O, -4.1209, -0.7042, 12.033, 0.0054, 0.0048, -0.0099
O, 4.5404, 5.8155, 18.2225, 0.0223, -0.0069, -0.0144
O, 5.2474, 2.1315, 19.3911, -0.0129, -0.0138, -0.0007
O, 3.8633, 1.1057, 21.4106, 0.0162, 0.0158, -0.0027
O, 9.8473, 9.0705, 19.8919, -0.0037, -0.0087, -0.0007
O, 0.6238, 6.749, 15.1788, -0.0152, 0.0025, -0.0122
O, 3.884, 7.0284, 11.532, -0.0102, 0.0172, -0.0002
O, 3.5868, -4.6039, 14.0685, -0.0036, -0.0232, -0.0298
O, 11.1721, 1.7603, 10.7351, 0.0011, 0.0121, 0.0377
O, 0.2501, 5.606, 17.5755, -0.012, -0.0111, -0.0039
O, 8.7538, 7.6277, 18.0601, 0.0012, 0.0144, -0.0193
O, 7.3801, -1.0642, 18.8947, 0.0138, -0.0185, -0.0172
O, -1.7716, 5.9193, 15.9655, 0.0092, 0.0239, 0.0111
O, 11.6532, 0.1471, 12.7914, 0.0082, 0.0161, 0.004
O, 6.1977, 2.2461, 9.7479, -0.0024, 0.0227, 0.0434
O, 6.7026, 6.672, 16.8408, 0.0097, 0.0094, 0.0348
O, 1.0944, 9.3211, 14.6848, 0.0082, -0.0175, 0.0025
O, 10.205, 4.2152, 10.5688, 0.0119, -0.0061, -0.0027
O, 8.5213, 2.3392, 10.8118, 0.0244, 0.0009, 0.01
O, 1.0416, 4.0126, 19.4973, -0.0101, 0.0038, -0.0235
O, 4.1617, 3.8083, 13.5245, -0.0152, 0.0298, -0.0197

Results
free energy: -133978.042 eV
free energy less fixed offsets of O -569.03, Si -635.61 eV per atom: -2.882 eV

The program warned: the cutoff lies below the one the program advises for these potential files; the forces do not sum to zero within the program's tolerance; the exchange-correlation potential is rough where the density is thin.
